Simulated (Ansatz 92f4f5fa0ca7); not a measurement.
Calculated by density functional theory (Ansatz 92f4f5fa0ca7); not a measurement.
Periodic cell of 214 atoms, Si131O81B2, from a study of silicon, its oxide and their interface. The atomic structure is a simulated model.
Doubt: the cutoff is far below the 930 eV that the study's wrapper takes by default for these files, so forces and energies are approximate.
This geometry differs little from another in the collection (a relaxation step or a small displacement).

Settings: functional PBE; potential files Ansatz PAW; basis plane waves; wave-function cutoff 580 eV; density cutoff ratio 5; exchange-correlation grid ratio 1; k mesh 1 x 1 x 1, Gamma-centred; self-consistency stop 5e-08 eV per atom in the density residual; occupations fixed; spin none; net charge 0.

Cell vectors (angstrom)
a 10.938 0 0
b 0 10.938 0
c 0 0 31.5432

Atoms and the computed forces on them: element, x, y, z (angstrom), force x, y, z (eV/angstrom)
Si 10.4418 0.5765 24.3307 0.0003 0.0005 -0.0009
Si 6.0473 10.5063 24.1325 0.0004 0.0005 0.0002
Si 2.1335 3.2524 24.0667 0.0001 0.0009 -0.0015
Si 8.7087 2.2603 24.2831 0.0016 0.0003 -0.0005
Si 0.5024 5.0579 24.1439 0.0009 0.0005 -0.0002
Si 5.0563 5.8968 24.1828 0.0002 0.001 -0.0009
Si 3.3982 7.653 24.1387 0.0006 0.0006 0
Si 7.836 8.8294 23.9855 0.0008 0.0008 -0.0001
Si 1.3463 1.4856 25.4467 -0.0004 0.0009 0.002
Si 6.9187 1.3111 25.4744 0.001 -0.0007 0.0013
Si 4.0264 4.1071 25.3171 0.0003 -0.0002 0.0009
Si 9.6654 4.1027 25.3991 0.0004 -0.0009 0.0013
Si 1.4957 6.8219 25.346 0.0005 -0.0007 0.0009
Si 6.8965 6.9514 25.2357 0.0001 -0.0001 0.001
Si 4.2283 9.5373 25.3223 0.0005 -0.0005 0.0004
Si 9.5301 9.6466 25.4292 -0.0007 0.0006 0.0019
Si 2.7822 0.0059 26.6363 0.0007 0.0001 -0.0005
Si 8.2193 -0.0129 26.9233 0.001 0.0005 -0.006
Si 0.014 2.7802 26.8984 0.0004 0.0002 -0.0051
Si 5.452 2.7386 26.6579 0.0001 -0.0001 -0.0003
Si 2.7547 5.4512 26.8196 0 0.0003 -0.0037
Si 8.2266 5.524 26.6225 0.0009 0.0004 -0.001
Si 0.0429 8.2116 26.6425 0.0005 0.0003 -0.0006
Si 5.5464 8.2066 26.7788 0.0005 0.0007 -0.0027
Si 4.1158 1.3647 28.0685 -0.0001 0.0004 0.0013
Si 9.5857 1.3853 28.2156 0.0004 0.0005 0.0026
Si 1.3858 4.1356 28.2146 0.0015 0 0.0017
Si 6.8404 4.1338 28.0242 0.0004 -0.0008 0.0019
Si 4.1453 6.8374 28.1282 0 0.0012 0.0033
Si 9.6006 6.8496 28.0488 0 0.0002 0.0019
Si 1.3984 9.5827 28.0435 -0.0004 -0.0001 0.0021
Si 6.8388 9.5535 28.2135 -0.0008 -0.0002 0.002
Si 0.0318 -0.0183 29.493 0.0012 -0.0019 -0.0016
Si 5.454 0.0123 29.5012 -0.0003 0.0007 -0.0003
Si 2.7553 2.717 29.4952 0.0009 -0.0012 -0.0009
Si 8.1767 2.7686 29.4854 -0.0016 0.0013 -0.001
Si -0.0185 5.4974 29.503 -0.0016 0.001 -0.0001
Si 5.4899 5.4584 29.4807 0.0006 -0.0014 -0.0011
Si 2.7425 8.2068 29.4658 -0.0006 0.0001 -0.0013
Si 8.2354 8.1755 29.4969 0.0015 -0.0014 -0.0008
Si 1.3673 1.3673 30.8594 0.1652 -0.1055 0.0797
Si 6.8362 1.3673 30.8594 -0.1234 0.1248 -0.0939
Si 4.1018 4.1018 30.8594 0.1543 -0.1006 -0.0194
Si 9.5708 4.1018 30.8594 -0.1436 0.1341 -0.0716
Si 1.3673 6.8362 30.8594 0.012 0.2121 -0.1239
Si 6.8362 6.8362 30.8594 0.1466 -0.1496 0.0258
Si 4.1018 9.5708 30.8594 -0.1458 0.0364 -0.078
Si 9.5708 9.5708 30.8594 0.1524 -0.1196 0.0255
Si 2.7345 0 0.6835 0.0465 -0.1204 0.0793
Si 8.2035 0 0.6835 -0.2353 0.0841 -0.0115
Si 0 2.7345 0.6835 -0.2107 0.1664 -0.0222
Si 5.469 2.7345 0.6835 0.0982 -0.108 0.0541
Si 2.7345 5.469 0.6835 -0.1837 0.0821 0.0296
Si 8.2035 5.469 0.6835 0.0448 -0.2236 0.0888
Si 0 8.2035 0.6835 0.1912 -0.0879 0.0585
Si 5.469 8.2035 0.6835 -0.0842 0.1172 -0.0067
Si 4.1126 1.3526 2.0512 0.0005 -0.0009 0.0012
Si 9.5237 1.4007 2.0396 -0.0025 0.0028 0.0004
Si 1.3254 4.1305 2.0614 -0.0025 0.0011 0.0014
Si 6.8479 4.0746 2.0577 0.0003 0.0001 0.0004
Si 4.0865 6.8487 2.0484 -0.0022 0.0012 0.0001
Si 9.5957 6.8039 2.0426 0.0016 -0.0013 0.0008
Si 1.3737 9.56 2.055 0.001 -0.0012 0.0022
Si 6.8072 9.587 2.068 0.0002 0.0013 0.0016
Si -0.0473 0.0108 3.3256 0.0001 -0.001 -0.0036
Si 5.4274 -0.007 3.5076 0.001 -0.0004 0.0002
Si 2.7072 2.7274 3.3448 0.0023 0.0015 -0.0039
Si 8.158 2.7021 3.5125 0.001 0.0003 -0.0012
Si -0.0431 5.4565 3.5234 0.0011 -0.0011 -0.0008
Si 5.4543 5.4507 3.3566 0.0021 -0.0014 -0.0006
Si 2.7284 8.1923 3.476 0.0003 0.0001 -0.0024
Si 8.2063 8.168 3.3388 -0.0027 0.0008 -0.0054
Si 1.284 1.3878 4.667 -0.0011 0.0011 -0.0008
Si 6.7888 1.3257 4.9413 0.0006 -0.0002 -0.0008
Si 4.0534 4.1004 4.6892 0.0008 -0.0016 0.0052
Si 9.5076 4.0587 4.9255 -0.0009 0.0006 0.0004
Si 1.3352 6.8684 4.8802 -0.0012 0.0002 -0.0003
Si 6.8474 6.7974 4.6833 0.0005 -0.0024 0.0039
Si 4.0406 9.5764 4.9096 0.0001 0.0022 -0.0005
Si 9.5195 9.5931 4.6705 -0.0026 0.0013 -0.0047
Si 2.4431 -0.0644 6.1763 0.0012 -0.0072 0.0022
Si 8.2082 -0.1221 6.2265 -0.0028 0.0029 -0.0015
Si -0.0298 2.6332 6.2069 -0.0029 0.0049 -0.0032
Si 5.2831 2.7145 6.1719 -0.0015 0.001 -0.002
Si 2.7248 5.4278 6.1542 0.0007 0.0001 -0.0018
Si 8.0856 5.4521 6.2238 0.0007 -0.0002 -0.0015
Si 0.0018 8.3694 6.1648 0.0085 -0.0014 0.0049
Si 5.5571 8.1629 6.1079 0.0014 0.0007 -0.0018
Si 3.3616 1.8213 7.3221 0.0026 0.0019 0.0032
Si 10.1321 0.6679 7.3468 -0.0178 0.016 0.0135
Si 1.7584 3.6375 7.3725 0.0016 0.0019 0.0042
Si 6.1341 4.5569 7.4177 0.0023 0.0023 -0.0007
Si 4.5757 6.3931 7.2701 0.0012 -0.0012 0.0032
Si 9.189 7.2481 7.3223 -0.0003 0.0002 -0.0003
B 0.6568 10.1658 6.8082 0.0175 -0.0167 -0.0045
Si 7.4087 8.8942 7.4393 0.0024 -0.0006 0.0033
O 4.4091 6.9854 8.8103 -0.001 0.0002 -0.0003
O 1.3996 4.0172 8.9509 0.0003 -0.0013 -0.0025
O 9.8062 6.7102 8.7713 0.0003 -0.0004 -0.0012
O 6.0566 4.2381 9.0596 -0.0002 -0.0003 0.001
O 3.5563 1.4448 8.9257 -0.0004 0.0005 -0.0043
O 7.1872 8.9244 9.1004 0 -0.0002 -0.0006
O 9.7763 0.8729 8.9746 0.0021 -0.0008 -0.0047
O 8.2743 2.5354 22.7142 0.0009 -0.0003 0.0002
O 11.0086 5.549 22.6183 0.0005 -0.0001 0.0002
O 5.6417 0.097 22.6205 0.0003 0 -0.0004
O 5.3042 5.3972 22.6208 0.0004 0.0003 0.0005
O 2.1618 2.822 22.4563 0.0002 0.0005 0.001
O 3.3394 7.8558 22.4854 0.0005 0.0002 0.0001
O 8.4027 8.7392 22.4117 -0.0002 0 0.0002
O -0.1382 11.2344 22.7485 0.0009 0.0002 0.0002
Si 2.2066 3.0336 12.8631 0.0012 0.0008 -0.0002
Si 8.7764 1.2393 10.2131 0.0015 0.0003 -0.0002
Si 1.124 4.5473 15.3421 0.0008 0.0005 0
Si 7.659 5.5772 12.1557 0.0014 0.0007 0.0005
Si 2.4273 8.1868 21.183 0.0003 0.0004 0.0001
Si 5.4723 7.7585 12.4375 0.0006 0 -0.0004
Si 9.3265 0.5091 15.3943 0.0007 0.0003 -0.0001
Si 2.9518 -0.0327 16.6183 0.0009 0.0004 0.0002
Si 10.5523 1.1718 12.4789 0.0007 0.0002 -0.0005
Si 7.7804 2.8393 21.208 -0.0002 0.0005 0.0009
Si 9.209 8.8392 14.4241 0.0008 0.0003 -0.0004
Si 1.5093 4.8288 10.3548 0.0011 0.0014 0.0015
Si 4.4962 9.4959 19.1131 0.0007 0.0004 0.0001
Si 11.0866 6.0995 21.0882 0.0003 0.0003 0.0003
Si 6.6748 10.4833 14.7907 0.0014 0.0006 -0.0002
Si 5.3999 0.7429 21.1557 0.0007 0.0006 0.0003
B 2.7882 9.7663 11.1037 0.0019 -0.001 -0.0006
Si 0.4463 10.6442 21.3729 0.0004 0.0002 0.0006
Si 5.8659 5.2621 21.1121 0.0008 -0.0004 0.0007
Si 3.5384 7.2783 10.1344 0.0009 0.0015 -0.0007
Si 9.1014 5.719 14.823 0.0007 0.0011 -0.0004
Si 3.6856 4.0904 19.0632 0.0009 0.0007 -0.0002
Si 10.047 3.6681 19.2799 0.0011 0.0006 -0.0003
Si 4.3358 8.6839 15.3353 0.001 0.0001 -0.0008
Si 0.5119 1.956 17.1071 0.0003 0.0009 -0.0003
Si 6.8078 7.5479 19.2432 0.0008 0.0005 -0.0003
Si 5.2934 3.6334 16.7131 0.0011 0.0005 -0.0002
Si 7.8136 5.0441 17.497 0.0011 0.0005 -0.0007
Si 6.7254 9.8787 10.3359 0.0006 0.0003 0.001
Si 4.4166 0.9382 10.1942 0.0004 -0.0003 0.0012
Si 0.2198 9.1571 11.9527 0.0005 -0.0003 -0.0002
Si 9.1173 8.6377 20.934 0.0006 0.0001 -0.0001
Si 4.5947 1.6865 14.5452 0.0013 0.0004 -0.0005
Si 2.4592 2.0996 21.0245 0.0007 0.0002 0.0001
Si 6.4478 3.2677 10.3133 0.0004 0.0006 0.0003
Si 3.4847 5.9451 16.7042 0.0006 0.0005 -0.0003
Si 10.0133 6.6366 10.3795 0.0002 0.0006 0.0015
O 0.1273 2.6174 18.5484 0.0008 0.0002 -0.0004
O 2.9908 9.6349 15.5471 0.0011 0.0008 0.0003
O 10.8767 4.8065 20.1145 0.0008 0.0004 -0.0001
O 7.6704 2.3439 9.7416 0.0004 0.0008 0.0002
O 10.9486 5.346 10.7984 0.001 -0.0002 0
O 6.5892 6.6335 12.8049 0.001 0.0004 0.0002
O 10.6962 8.0718 10.8216 0.0007 0.0003 -0.0005
O 7.7288 9.4799 13.9589 0.0008 0.0008 0.0002
O 8.5414 6.391 11.0449 0.001 0.0009 -0.0001
O 5.3627 10.4986 20.0516 0.0005 0.0001 0
O 2.2579 3.8208 11.4188 0.0009 0.0004 -0.0002
O 7.9846 8.5625 19.7573 0.0006 0.0005 0.0003
O 6.2153 6.7427 20.5389 0.0007 0.0004 0.0002
O 5.5544 2.7199 15.3888 0.0009 0.0006 0
O 1.316 0.9412 20.6861 0.0006 0.0003 0
O 6.1515 9.0122 11.6057 0.0015 0.001 -0.0002
O 4.6448 4.9903 16.0751 0.0012 0.0006 -0.0001
O 6.6344 3.9255 17.5968 0.0009 0.0003 0.0002
O 10.7074 10.6942 11.671 0.0006 0.0007 -0.0005
O 5.616 0.5183 13.9412 0.001 0.0006 0.0002
O 8.0394 5.1758 15.9044 0.0011 0.0009 0.0003
O 9.7742 9.8714 15.5681 0.0012 0.0006 0.0007
O -0.3602 5.1563 15.1655 0.0009 0.0002 0.0001
O 1.5814 6.8414 20.7746 0.0008 0.0005 -0.0001
O 1.5321 0.6507 17.125 0.001 0.0004 0
O 6.6061 1.7819 20.7884 0.0006 0 -0.0004
O 1.0583 1.8684 12.7668 0.001 0.0003 0
O 3.281 5.5055 18.2915 0.0003 0.0005 -0.0001
O 9.6072 1.9861 11.4235 0.0008 0 -0.0004
O 1.1424 3.1629 16.2064 0.0011 0.0002 0.0003
O 8.6671 5.1471 13.3628 0.0008 0.0003 0.0003
O 10.3865 8.6965 13.3046 0.0016 0.001 -0.0007
O 1.4635 9.4084 21.6577 0.0011 0.0007 -0.0005
O 10.0904 9.9439 20.6051 0.0007 0.0004 0.0001
O 3.3547 0.1003 11.179 0.0013 0.001 -0.0003
O 5.2074 2.2716 10.7983 0.0011 0.0002 0.0002
O 1.7662 4.2008 13.8975 0.0009 0.0003 0.0001
O 7.9773 10.8435 10.7756 0.001 0.0004 -0.0002
O 9.1671 4.4869 18.1844 0.0009 0.0003 0.0002
O 5.7062 9.5365 15.7349 0.0007 0.0005 0.0004
O 5.5497 -0.1193 9.7149 0.0011 0.0007 -0.0004
O 3.6396 2.367 13.377 0.001 0.0004 0.0004
O 2.0294 5.7234 16.0088 0.0014 0.0005 0.0004
O 9.7629 1.011 13.8963 0.0011 0.0006 -0.0003
O 4.3941 7.007 11.4832 0.0006 -0.0001 -0.0004
O 4.7712 4.4958 20.1974 0.001 0.0004 -0.0003
O 10.0249 1.4479 16.4975 0.0018 0.0009 0
O 6.9148 4.2484 11.5459 0.0008 0 -0.0003
O 5.6017 8.4185 18.565 0.0007 0.0003 0.0002
O 9.0773 2.7496 20.2232 0.0004 0.0002 0.0002
O 3.6395 1.1417 15.7405 0.0009 0.0004 0.0003
O 4.2585 3.0856 17.8808 0.0004 0.0003 0
O 9.9291 7.2226 20.8704 0.0004 0.0004 0
O 3.1525 8.8837 10.0991 0.0011 0.0002 -0.0001
O 4.0268 7.4447 16.3591 0.0008 0.0002 0.0002
O 7.6927 0.5509 15.6032 0.0007 0.0005 0
O 9.0167 7.3385 14.9731 0.0014 -0.0003 0.0002
O 3.943 1.4524 21.1383 0.0005 0.0001 -0.0002
O 1.8559 9.3147 12.0363 0.0004 0.0006 0.0006
O 2.3025 6.2365 10.148 0.0008 0.0003 -0.0007
O 7.3726 6.4748 18.1485 0.0011 0.0002 0
O 7.2327 4.3738 21.112 0.0007 0.0012 0
O 4.6376 8.2312 13.7774 0.001 0.0006 0.0006
O 3.3439 8.6703 19.931 0.0008 0.0004 0.0003
O 2.5143 3.2448 19.8399 0.0005 0.0003 0.0001
O 3.7621 10.377 17.9434 0.0009 0.0005 0.0001

Results
free energy: -129655.803 eV
free energy less fixed offsets of B -154.04, O -568.88, Si -635.61 eV per atom: -3.533 eV

The program warned: the cutoff lies below the one the program advises for these potential files; the forces do not sum to zero within the program's tolerance; the exchange-correlation potential is rough where the density is thin.
